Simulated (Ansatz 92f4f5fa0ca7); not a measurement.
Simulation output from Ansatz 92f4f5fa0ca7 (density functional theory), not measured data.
Periodic cell of 130 atoms, Si86O44, from a study of silicon, its oxide and their interface. The atomic structure is a simulated model.

Settings: functional r2SCAN; potential files Ansatz norm-conserving; basis plane waves; wave-function cutoff 1300 eV; density cutoff ratio 4; exchange-correlation grid ratio 1; k mesh 2 x 2 x 1, shifted by 0.5 0.5 0.5 of a step; self-consistency stop 5e-08 eV per atom in the density residual; occupations Fermi-Dirac, 0.05 eV; spin none; net charge 0.

Cell vectors (angstrom)
a  10.88  0  0
b  0  10.88  0
c  0  0  19.2324

Atoms and the computed forces on them: element, x, y, z (angstrom), force x, y, z (eV/angstrom)
Si  1.2987  2.8504  -1.2919  -4.6057  0.5129  -2.3868
Si  1.3378  4.9738  -3.527  2.0027  2.4389  0.2841
Si  -0.9714  7.1297  0.5556  -0.2928  -0.4356  0.1324
Si  6.2664  11.6967  -1.3399  0.1701  0.5388  1.7445
Si  7.299  1.8145  1.5639  2.0133  -4.5358  -2.3123
Si  9.9087  3.3476  0.8868  -0.4518  -1.2593  2.8447
Si  4.5819  3.441  -0.9548  -3.815  1.2671  2.8677
Si  7.4266  6.951  -0.0345  2.0778  3.4531  -3.4014
Si  3.1109  -1.25  1.2838  4.0829  -1.7783  -2.7654
Si  4.8409  4.3684  1.2988  -1.6256  0.8386  -0.3633
Si  -0.9837  7.2284  -4.3172  -0.3922  -0.8844  0.1245
Si  2.3572  8.2084  -0.5402  -2.5746  0.8004  2.7011
Si  5.6495  -1.6406  -0.4981  4.4694  -2.6663  -1.027
Si  12.2504  6.8276  1.2142  -0.5482  0.4711  0.3251
Si  6.4229  6.0997  1.7929  -1.979  0.1581  -1.6647
Si  10.8113  8.8372  -0.5823  1.7295  -0.6038  -0.3702
Si  0.3313  2.4187  2.7935  -0.2681  -0.4885  -0.5535
Si  2.1364  0.5466  2.7738  -0.4982  1.9056  1.3173
Si  -0.2609  8.4155  2.6305  -0.0673  0.2359  -0.8573
Si  2.8777  5.3179  2.6405  -0.3476  0.3462  -0.8266
Si  5.5568  2.7013  2.5931  -0.682  0.0489  2.0659
Si  8.3915  -0.2337  2.8605  1.1807  1.1861  -2.1053
Si  5.5363  8.0064  2.7386  -2.171  1.6697  1.0582
Si  8.3052  5.3775  2.6673  -0.7305  0.3339  3.2956
Si  1.36  4.08  4.0639  0.6934  -0.1528  -0.3086
Si  4.08  1.36  4.0639  -0.5753  0.2082  -0.9673
Si  1.36  9.52  4.0639  -0.8563  0.3057  -0.7331
Si  4.08  6.8  4.0639  0.0637  -0.5764  0.5208
Si  6.8  4.08  4.0639  0.7066  -0.5523  0.0298
Si  9.52  1.36  4.0639  0.7052  -0.1543  0.75
Si  6.8  9.52  4.0639  0.1595  -0.7836  -0.1529
Si  9.52  6.8  4.0639  0.1006  0.7274  -0.2521
Si  0  0  5.4186  -0.0321  0.3778  0.2869
Si  2.72  2.72  5.4186  0.1681  0.3892  0.0073
Si  0  5.44  5.4186  -0.1975  0.2431  -0.1839
Si  2.72  8.16  5.4186  0.012  -0.049  -0.2684
Si  5.44  0  5.4186  0.0771  0.1134  -0.2602
Si  8.16  2.72  5.4186  0.0425  -0.1383  -0.02
Si  5.44  5.44  5.4186  0.0229  0.0955  -0.1552
Si  8.16  8.16  5.4186  -0.1501  -0.3375  0.0702
Si  1.36  1.36  6.7732  -0.4645  -0.5555  -0.611
Si  4.08  4.08  6.7732  -0.7121  -1.0761  -1.5426
Si  1.36  6.8  6.7732  0.0111  0.571  0.3452
Si  4.08  9.52  6.7732  -0.0452  -0.3793  0.1519
Si  6.8  1.36  6.7732  0.122  -0.682  0.4427
Si  9.52  4.08  6.7732  0.4232  0.0154  0.5821
Si  6.8  6.8  6.7732  0.4322  -0.0518  -0.3194
Si  9.52  9.52  6.7732  -0.7657  0.7742  0.0228
Si  0.0554  2.7072  8.2337  1.0043  0.244  0.2384
Si  2.7798  0.0311  8.1215  -1.2698  -0.0615  0.2498
Si  0.1259  8.4127  8.077  -0.9883  -1.7334  1.1766
Si  2.6515  5.3953  8.1276  -1.8895  -0.2147  2.0199
Si  5.3121  2.6159  8.0366  0.1014  -0.5496  -0.1147
Si  7.9684  -0.1753  8.3521  -1.1923  -0.4764  -1.0743
Si  5.3112  8.0147  8.0592  -0.0655  -1.0759  0.3695
Si  8.1447  5.4257  8.1806  -1.4866  -1.3292  -1.0653
Si  -1.103  3.5469  10.4209  0.8827  0.7469  -0.4862
Si  2.7303  1.8074  9.4973  -0.2127  2.6126  3.8024
Si  0.8726  10.1496  9.5003  -1.4798  2.6737  -2.8274
Si  4.7162  5.509  8.6032  1.9835  2.8374  1.4
Si  6.3737  4.1401  9.3462  1.1819  0.682  0.2393
Si  7.343  0.2928  12.4634  2.8283  -1.9402  -2.4154
Si  6.6223  8.9998  9.7164  0.267  0.2815  -0.4227
Si  9.2559  6.8683  9.3833  2.2019  1.8112  0.635
Si  -1.9664  1.6535  9.3498  2.5085  -0.6143  0.1859
Si  0.7329  2.9019  11.9503  -1.0165  -3.2862  -4.0585
Si  -3.6527  10.5798  14.5602  -1.1272  -0.6856  1.5807
Si  1.7014  8.0174  11.0241  -0.9969  -0.2252  -1.4451
Si  4.3236  -3.2199  10.8223  -0.4227  1.1417  -1.9111
Si  4.6583  1.2091  11.8988  -1.254  1.2427  -2.1599
Si  5.8229  6.6034  12.1277  2.0582  -3.0587  2.0341
Si  8.3935  8.1525  11.2371  -1.5466  -0.071  -1.5736
Si  7.908  12.2542  16.3111  -2.4885  -0.4316  -1.9731
Si  -0.9956  2.0288  13.2469  -1.4151  1.8912  2.3077
Si  -0.7917  7.7863  12.513  2.787  0.6877  2.6241
Si  5.2195  3.3175  13.1174  -0.4438  4.8135  0.2396
Si  -3.0483  3.3631  15.0099  1.8049  1.966  -1.0633
Si  -4.5392  5.6205  16.7245  1.1804  -0.4285  -1.697
Si  2.5908  -3.7851  12.8428  0.3926  0.9108  0.6718
Si  -0.0896  11.1648  17.2759  -2.2809  3.7869  2.1114
Si  4.1805  7.0571  16.5367  -1.977  -2.5615  -0.1091
Si  11.4357  -5.1607  10.4158  0.2772  0.5779  -0.6529
Si  13.6669  9.4522  13.3929  -0.9211  3.5544  -0.6329
Si  -0.1127  10.4025  14.5279  -0.2281  0.7665  -2.4694
Si  13.2459  -6.0227  13.5217  3.0673  1.0407  4.8705
Si  4.5336  8.5695  14.5772  1.0867  2.9801  2.5344
O  -14.4192  -13.0064  -0.3757  -2.8484  -2.0113  1.4529
O  -0.124  3.1072  -0.4349  1.4103  0.086  0.4244
O  3.6048  7.3802  -1.0928  2.5353  -0.0977  -1.686
O  2.5876  0.2699  1.1912  -0.4435  0.0777  0.8167
O  -2.3471  2.4635  0.6466  0.4747  1.7095  0.947
O  0.9073  12.473  -2.2632  -1.4245  -3.3689  1.5274
O  9.6714  9.7419  1.9398  -1.2588  0.1164  2.3977
O  4.8504  20.909  0.5205  -3.0876  0.4447  2.2649
O  5.1377  2.0338  -1.1342  1.2596  -3.3618  -1.1194
O  -1.5595  -6.0964  1.6185  2.1265  -2.2369  -2.841
O  2.7786  2.8282  -0.9739  4.6664  1.7073  1.1161
O  0.1372  6.1504  -3.8486  1.2518  -1.0466  0.8186
O  7.8478  4.6911  -3.1814  -3.2934  -0.5596  -1.0932
O  10.8984  10.1679  -3.1275  1.0081  -2.6017  -1.2931
O  5.9222  9.5264  -4.762  -0.4815  -0.4652  0.5937
O  1.2694  15.1743  -6.6353  -0.8913  -2.1452  -2.313
O  1.3435  -1.1586  10.9561  0.3301  -1.4354  1.679
O  -2.1239  1.1853  12.3534  -0.2508  0.4912  0.2906
O  3.8648  4.2135  13.8933  0.1359  -1.9138  -2.0253
O  1.483  1.7905  10.7614  -0.1827  1.4323  2.6247
O  -0.3562  0.7398  9.3273  0.977  -2.1987  0.3233
O  -4.4653  3.085  14.1612  1.2732  -0.6506  1.6791
O  -4.8429  4.9286  12.6352  -1.7509  0.893  -1.1819
O  4.7009  -3.5732  13.6688  1.7479  -3.201  -2.7134
O  7.5004  -3.8467  12.0207  -3.5271  -1.0511  1.1265
O  6.2206  0.461  11.3191  -4.2182  2.9308  0.8091
O  12.9747  5.2698  9.8307  -1.8168  0.1281  -1.3077
O  1.4289  -0.4539  13.7878  -0.8586  -1.2378  1.265
O  5.2882  4.5431  17.3867  0.9423  -0.1438  -0.6181
O  6.8576  11.6819  19.5175  -1.2688  -0.2203  -2.5335
O  3.9079  2.3712  10.6618  0.953  -2.9528  0.5243
O  7.755  9.6629  11.4521  0.456  0.9214  1.2788
O  -1.6241  3.6977  13.8391  -1.8931  -4.3418  1.2042
O  0.2214  -0.4029  18.7601  -1.2741  0.5458  -1.7417
O  3.9808  8.9766  21.7587  0.177  -0.4828  -0.2921
O  2.9499  5.7716  16.3653  -0.9822  0.7493  -1.045
O  9.9714  11.9886  14.7446  1.6699  -1.1625  -3.4141
O  1.8576  2.9646  8.6803  -0.4959  0.3505  -0.686
O  3.4286  0.2075  12.3549  1.8771  -0.6212  0.5961
O  -3.4905  -4.3142  17.4941  -0.4983  -0.1003  3.2315
O  -1.9966  0.5645  17.2098  6.3663  -0.9306  2.0806
O  0.7989  3.9201  16.8317  1.3079  3.2481  -2.2053
O  5.7138  -0.8061  17.3764  0.4392  3.4426  -0.2361
O  9.7732  -1.5064  13.6557  1.8214  0.8741  0.5708

Results
free energy: -30494.972 eV
free energy less fixed offsets of O -463.61, Si -117.95 eV per atom: 47.568 eV
pressure: -3.28 GPa
stress xx, yy, zz, yz, xz, xy (GPa, positive in tension): 6.21, 3.7, -0.07, 0.55, -2.14, -0.46

The program warned: the forces do not sum to zero within the program's tolerance.
